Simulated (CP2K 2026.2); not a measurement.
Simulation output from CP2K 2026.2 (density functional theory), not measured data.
Periodic cell of 504 atoms, Si360O144, from a study of silicon, its oxide and their interface. The atomic structure is a simulated model.
Doubt: the forces sum to 2.32 eV/angstrom along one axis rather than to zero, so they err by at least 0.0046 eV/angstrom per atom on average; the grid cutoff is modest.

Settings: functional PBE; method Gaussian and plane waves; basis set DZVP-MOLOPT-SR-GTH; pseudopotentials GTH-PBE; grid cutoff 350 Ry, relative cutoff 50 Ry; k points Gamma only; occupations fixed; spin none; net charge 0.

Cell vectors (angstrom)
a 16.32 0 0
b 0 16.32 0
c 7.669 -0.5594 33.5984

Atoms and the computed forces on them: element, x, y, z (angstrom), force x, y, z (eV/angstrom)
Si 1.215 15.255 0.139 0.109 -0.168 0.734
Si 12.055 0.614 33.364 -0.264 0.267 0.752
Si 0.895 4.258 0.048 0.289 -0.088 0.722
Si 3.952 6.984 0.129 0.056 -0.291 0.751
Si 1.685 9.167 0.001 -0.299 0.212 0.809
Si 4.278 11.997 0.102 -0.116 0.148 0.752
Si 6.5 15.184 0.088 0.16 -0.014 0.734
Si 17.019 1.161 33.585 0.038 -0.244 0.71
Si 14.762 3.335 33.519 -0.205 0.139 0.779
Si 9.784 6.547 0.155 -0.072 0.157 0.712
Si 6.465 9.738 0.052 0.181 -0.037 0.71
Si 17.375 11.429 33.519 -0.141 0.225 0.682
Si 12.61 14.732 0.097 -0.215 -0.029 0.695
Si 15.168 0.964 0.226 -0.007 0.21 0.754
Si 12.063 4.373 0.138 0.084 -0.215 0.701
Si 15.065 6.495 0.271 0.016 0.234 0.717
Si 11.941 9.801 0.062 0.177 -0.062 0.807
Si 14.85 12.575 0.058 0.011 -0.171 0.673
Si 2.795 0.154 1.294 0.042 0.013 -0.038
Si 5.489 2.716 1.198 0.018 -0.003 -0.083
Si 2.672 5.346 1.237 -0.022 0.014 -0.062
Si 5.432 8.175 1.466 -0.019 0.002 -0.071
Si 2.707 10.814 1.362 0.006 -0.006 -0.066
Si 5.383 13.618 1.407 -0.013 -0.007 -0.03
Si 8.166 0.066 1.245 0.03 0.004 -0.039
Si 10.899 2.761 1.389 -0.009 -0.001 -0.051
Si 8.171 5.41 1.379 0.015 -0.023 -0.056
Si 10.865 8.202 1.41 0.023 0.03 -0.046
Si 8.127 10.88 1.285 0.001 -0.004 -0.034
Si 10.9 13.573 1.238 -0.017 0 -0.041
Si 13.648 16.199 1.576 -0.013 -0.015 -0.054
Si 16.218 2.688 1.45 0.004 -0.014 -0.049
Si 13.568 5.381 1.605 -0.007 0.011 -0.029
Si 16.337 8.143 1.331 -0.005 0.013 -0.065
Si 13.618 10.942 1.277 0.004 0.011 -0.081
Si 16.372 13.665 1.446 -0.007 0.002 -0.049
Si 1.411 1.419 2.731 -0.024 -0.007 0.023
Si 4.085 4.038 2.596 0.017 0.006 0.003
Si 1.363 6.741 2.689 0.011 -0.01 0.015
Si 4.055 9.514 2.799 -0.017 -0.003 0.039
Si 1.371 12.211 2.71 0.014 0.005 0.013
Si 4.023 15.004 2.709 -0.008 0.017 0.015
Si 6.803 1.374 2.662 -0.004 0.023 0.013
Si 9.529 4.084 2.779 -0.01 0.001 0.043
Si 6.822 6.787 2.725 0.003 -0.009 0.012
Si 9.449 9.527 2.721 0.002 0.011 0.024
Si 6.819 12.267 2.695 0.011 0.005 0.016
Si 9.531 14.973 2.586 -0.019 -0.012 0.004
Si 12.229 1.344 2.735 -0.01 0.003 0.004
Si 14.902 3.986 2.884 0.028 -0.002 0.026
Si 12.229 6.868 2.806 -0.01 0.006 0.029
Si 14.966 9.546 2.644 -0.024 -0.013 0.012
Si 12.241 12.254 2.692 0.017 -0.005 0.028
Si 15.031 14.917 2.91 0.011 -0.008 0.042
Si 16.394 0.033 4.136 -0.011 0.013 -0.008
Si 2.766 2.751 4.079 -0.007 0.001 -0.004
Si 16.323 5.42 4.101 0.004 0.003 -0.02
Si 2.696 8.108 4.094 -0.009 0.01 -0.016
Si 16.307 10.872 4.06 -0.003 -0.002 -0.008
Si 2.705 13.607 4.07 -0.015 0.018 0
Si 5.445 0.011 4.044 0.01 0.006 -0.032
Si 8.141 2.71 4.081 0.015 -0.006 -0.006
Si 5.419 5.411 4.015 -0.011 -0.014 -0.007
Si 8.144 8.155 4.104 0.015 0.013 0.008
Si 5.452 10.907 4.078 -0.008 -0.001 -0.002
Si 8.189 13.634 4.022 0.017 -0.006 -0.008
Si 10.85 -0.024 4.043 -0.004 -0.017 -0.006
Si 13.543 2.65 4.186 0.002 0.003 0.026
Si 10.865 5.472 4.127 -0.009 -0.011 -0.015
Si 13.635 8.214 4.087 0.007 0.003 0.008
Si 10.869 10.887 4.047 0.004 -0.011 -0.02
Si 13.587 13.555 4.14 0 0 -0.012
Si 17.679 14.975 16.338 0.001 0.003 -0.012
Si 4.063 1.342 16.309 0 -0.013 -0.013
Si 17.661 4.041 16.32 -0.003 -0.013 -0.008
Si 4.095 6.791 16.351 -0.009 0.01 -0.004
Si 17.701 9.502 16.308 -0.002 0.001 -0.011
Si 4.083 12.244 16.326 0.002 -0.001 -0.005
Si 6.801 14.954 16.317 -0.006 -0.008 -0.01
Si 9.522 1.375 16.328 0.005 0.004 -0.007
Si 6.783 4.087 16.324 -0.008 -0.004 -0.013
Si 9.506 6.834 16.269 -0.005 0.004 -0.011
Si 6.794 9.507 16.311 0.005 0.001 -0.003
Si 9.531 12.237 16.336 0.005 -0.007 -0.004
Si 12.245 14.972 16.324 0.003 0.008 -0.008
Si 14.987 1.365 16.343 0.005 0.003 -0.004
Si 12.266 4.079 16.292 0.007 0.007 -0.01
Si 14.956 6.783 16.309 -0.007 -0.005 -0.004
Si 12.216 9.54 16.291 0.003 -0.011 -0.016
Si 14.959 12.271 16.294 0.009 0.005 -0.013
Si 19.027 0.021 17.715 0.018 -0.018 0.004
Si 5.434 2.676 17.657 -0.007 0.011 0.007
Si 19.032 5.387 17.651 0.013 0.003 0.005
Si 5.46 8.164 17.722 0.004 -0.005 0.004
Si 19.074 10.842 17.673 0.007 0.006 -0.005
Si 5.417 13.631 17.686 -0.005 -0.01 0.009
Si 8.175 -0.019 17.672 -0.019 0.009 -0.003
Si 10.887 2.767 17.654 -0.008 -0.007 0.012
Si 8.126 5.518 17.629 -0.003 0 -0.01
Si 10.871 8.162 17.642 -0.003 0.012 0.025
Si 8.165 10.846 17.664 0.006 0.003 0.008
Si 10.895 13.613 17.697 -0.001 -0.012 0.005
Si 13.615 0.007 17.677 0.009 0.003 0.021
Si 16.33 2.709 17.756 0.008 0.005 0.008
Si 13.633 5.396 17.682 -0.002 -0.007 0.001
Si 16.327 8.143 17.644 0.014 -0.005 0.032
Si 13.542 10.955 17.619 -0.008 0.014 -0.011
Si 16.33 13.594 17.679 -0.013 -0.007 0.015
Si 17.686 1.345 19.144 -0.013 0.005 0.002
Si 20.378 4.007 19.012 -0.025 -0.003 -0.036
Si 17.648 6.712 18.999 0.004 -0.011 -0.03
Si 20.398 9.488 19.091 -0.001 0.01 -0.016
Si 17.74 12.228 18.997 0.001 0.011 -0.036
Si 20.396 15.012 19.083 0.001 0.006 -0.022
Si 6.81 1.33 19.015 -0.006 -0.017 -0.022
Si 9.519 4.207 18.937 0.027 -0.001 -0.03
Si 6.824 6.823 19.106 0.006 0.026 -0.002
Si 9.526 9.491 19.046 -0.016 0.005 -0.026
Si 6.779 12.219 18.97 0.002 -0.013 -0.037
Si 9.537 14.965 19.056 0.002 0.009 -0.011
Si 12.259 1.41 19.002 0.009 -0.009 -0.034
Si 14.968 4.068 19.13 -0.01 0.002 -0.011
Si 12.243 6.778 18.958 -0.011 -0.011 -0.015
Si 14.937 9.599 18.873 0.008 -0.006 -0.028
Si 12.231 12.271 19.097 0.014 -0.009 -0.009
Si 14.946 14.929 19.044 -0.012 0.014 -0.043
Si 16.294 -0.058 20.439 -0.011 -0.018 0.073
Si 19.052 2.713 20.516 0.019 0.013 0.057
Si 16.321 5.428 20.505 -0.011 -0.025 0.06
Si 19.024 8.031 20.352 -0.002 -0.007 0.049
Si 16.297 10.894 20.262 0.002 0.02 0.031
Si 19.066 13.582 20.407 -0.006 0.011 0.05
Si 5.459 0.038 20.474 -0.005 -0.007 0.037
Si 8.187 2.804 20.21 -0.007 0.003 0.046
Si 5.43 5.374 20.331 -0.018 -0.005 0.058
Si 8.222 8.145 20.512 0.008 -0.006 0.049
Si 5.458 10.885 20.405 0.011 0.002 0.063
Si 8.146 13.557 20.327 0.003 -0.033 0.064
Si 10.914 0.05 20.36 0.014 -0.004 0.061
Si 13.567 2.73 20.472 0.009 0.007 0.047
Si 10.854 5.511 20.38 -0.006 0.034 0.044
Si 13.602 8.224 20.175 -0.023 0.012 0.034
Si 10.844 10.897 20.415 -0.014 -0.008 0.049
Si 13.593 13.617 20.49 0.008 0.01 0.053
Si 17.459 14.666 21.729 0.122 0.156 -0.735
Si 20.725 1.677 21.83 -0.214 -0.28 -0.712
Si 17.895 4.26 21.882 -0.236 -0.145 -0.728
Si 20.152 6.411 21.67 0 0.185 -0.767
Si 17.372 9.23 21.469 0.079 0.014 -0.726
Si 20.702 12.504 21.721 -0.179 -0.136 -0.765
Si 6.635 14.711 21.663 0.066 0.19 -0.699
Si 9.779 1.738 21.503 -0.022 -0.122 -0.733
Si 6.675 3.876 21.628 0.116 0.202 -0.674
Si 9.89 7.089 21.867 -0.348 -0.197 -0.741
Si 7.041 9.759 21.723 -0.121 -0.119 -0.744
Si 9.21 12.005 21.72 0.207 0.054 -0.754
Si 12.422 15.252 21.766 -0.071 -0.237 -0.727
Si 14.688 1.073 21.724 0.065 0.163 -0.763
Si 11.957 3.964 21.712 0.297 0.085 -0.658
Si 15.096 7.145 21.571 -0.009 -0.272 -0.689
Si 12.109 9.318 21.581 0.05 0.236 -0.74
Si 15.25 12.432 21.702 -0.248 -0.087 -0.742
Si 7.793 6.795 28.585 0.116 0.049 0.074
Si 14.265 9.778 26.351 0.115 0.016 0.024
Si 12.409 13.516 29.235 0.047 -0.019 -0.01
Si 18.913 9.355 27.766 0.041 0.045 -0.091
Si 19.763 12.09 24.687 0.002 0.058 -0.093
Si 14.229 10.97 29.024 -0.062 -0.012 -0.097
Si 22.427 12.561 28.612 0.051 -0.017 -0.028
Si 20.617 0.733 24.802 0.118 0.159 -0.199
Si 11.081 13.354 23.799 0.016 0.093 -0.08
Si 14.505 6.746 26.24 0.003 0.02 -0.023
Si 8.39 2.51 30.717 -0.102 0.046 0.136
Si 17.022 6.497 30.786 -0.039 0.054 0.019
Si 20.362 3.193 30.748 -0.022 -0.011 0.075
Si 14.736 8.483 30.685 0.083 0.003 0.132
Si 11.747 0.938 25.923 0.016 0.047 -0.038
Si 22.16 0.797 30.908 0 0.109 0.092
Si 21.668 15.295 28.63 0.106 0.032 -0.084
Si 16.161 13.479 31.683 0.013 -0.071 0.003
Si 17.589 7.313 25.916 0.038 0.097 -0.021
Si 9.224 6.659 24.964 0.097 0.026 -0.182
Si 7.617 4.148 24.557 0.029 -0.082 -0.129
Si 21.556 3.252 26.411 0.116 -0.05 0.051
Si 16.319 1.174 28.561 0.016 -0.027 0.046
Si 15.806 3.104 23.746 0.121 -0.056 -0.029
Si 7.785 8.798 30.982 0.059 -0.115 -0.015
Si 13.377 11.145 23.73 0.041 -0.026 -0.129
Si 18.42 15.567 31.719 0.019 0.03 0.028
Si 13.172 6.517 28.988 -0.012 -0.059 0.06
Si 13.762 5.391 23.649 -0.079 0.064 -0.07
Si 22.674 4.16 29.081 0.023 -0.154 0.046
Si 19.739 7.266 29.512 -0.078 -0.025 -0.057
Si 18.729 9.545 24.126 -0.027 -0.076 -0.014
Si 7.11 15.621 24.54 0.038 0.068 -0.146
Si 21.475 10.588 26.645 -0.076 -0.004 -0.047
Si 21.454 7.688 31.769 -0.009 0.004 0.131
Si 21.55 8.18 23.79 0.034 -0.002 -0.135
Si 14.419 2.193 26.331 -0.07 0.018 -0.097
Si 18.779 15.795 28.541 0.017 0.015 0.079
Si 16.628 11.231 27.311 -0.125 -0.146 0.025
Si 10.342 13.042 31.484 -0.017 -0.022 0.113
Si 10.652 5.909 27.52 -0.019 -0.047 -0.14
Si 7.057 8.361 26.005 0.022 -0.049 -0.092
Si 7.731 14.418 27.069 -0.009 0.059 0.097
Si 19.205 5.238 27.195 -0.093 -0.028 0.113
Si 10.804 14.407 26.728 -0.083 0.034 -0.015
Si 18.443 14.985 24.657 -0.008 -0.08 -0.283
Si 16.917 14.144 26.882 0.01 0.041 0.094
Si 7.666 11.606 30.899 0.002 0.026 0.19
Si 12.849 4.729 31.477 0.022 0.001 0.111
Si 11.329 2.321 30.747 0.032 -0.1 0.135
Si 15.133 14.851 29.174 0.007 0.022 0.126
Si 9.154 1.483 24.37 -0.013 0.003 -0.01
Si 17.535 3.854 29.411 0.136 0.029 -0.004
Si 12.08 3.049 27.926 -0.002 0.042 0.076
Si 1.381 14.95 5.475 0 -0.008 0.014
Si 4.101 1.362 5.431 -0.009 -0.011 0.002
Si 1.386 4.086 5.451 0.006 0.004 0.016
Si 4.085 6.767 5.425 -0.007 -0.008 0.011
Si 1.342 9.502 5.425 -0.011 -0.002 0.006
Si 4.089 12.265 5.427 0.011 -0.007 0.01
Si 6.811 14.97 5.401 0.001 -0.004 0
Si 9.502 1.339 5.424 -0.002 0.007 0.01
Si 6.777 4.076 5.42 0.006 0.013 -0.002
Si 9.503 6.814 5.475 0.012 0.007 0.023
Si 6.786 9.528 5.442 -0.009 -0.004 0.013
Si 9.524 12.261 5.408 0.002 0.009 0.004
Si 12.221 14.958 5.437 0.003 0.012 0.006
Si 14.975 1.337 5.491 0.012 -0.008 0.02
Si 12.212 4.085 5.478 -0.011 0.008 0.013
Si 14.969 6.813 5.438 -0.002 -0.005 0.005
Si 12.236 9.543 5.433 -0.004 0.001 0.006
Si 14.957 12.201 5.467 0.004 -0.002 0.01
Si 2.748 0 6.806 0.003 -0.006 0.007
Si 5.443 2.72 6.805 0 0.002 -0.003
Si 2.733 5.437 6.818 -0.001 0.003 -0.003
Si 5.43 8.15 6.787 0 0.004 0.002
Si 2.717 10.879 6.767 -0.005 -0.001 -0.002
Si 5.455 13.615 6.782 -0.001 0.008 0.001
Si 8.152 -0.006 6.795 0.01 -0.002 -0.007
Si 10.85 2.707 6.804 -0.006 0.005 0
Si 8.132 5.436 6.798 -0.006 0.003 0.005
Si 10.886 8.174 6.803 0.005 -0.003 0.004
Si 8.165 10.894 6.778 0.007 -0.002 -0.002
Si 10.87 13.602 6.802 0.003 -0.003 -0.002
Si 13.594 -0.025 6.816 0.009 -0.003 0.006
Si 16.335 2.727 6.812 -0.004 0.004 -0.003
Si 13.602 5.45 6.799 0.006 -0.001 0.002
Si 16.318 8.161 6.813 -0.001 0.002 0.001
Si 13.591 10.868 6.827 0.004 -0.004 0
Si 16.317 13.587 6.807 -0.013 0.011 0.006
Si 17.692 1.354 8.161 -0.002 -0.006 -0.006
Si 4.085 4.073 8.172 -0.003 0.001 -0.002
Si 17.685 6.803 8.165 0.001 0.006 -0.001
Si 4.069 9.518 8.139 -0.002 -0.007 -0.005
Si 17.687 12.228 8.154 -0.004 -0.003 -0.009
Si 4.102 14.961 8.164 0.005 0.011 0.002
Si 6.802 1.358 8.161 0.004 -0.004 -0.002
Si 9.497 4.075 8.16 -0.005 -0.011 -0.004
Si 6.788 6.802 8.16 0 -0.007 -0.004
Si 9.52 9.536 8.152 0.014 0.005 -0.006
Si 6.803 12.246 8.146 -0.002 0.004 -0.004
Si 9.511 14.961 8.16 -0.003 0.003 -0.005
Si 12.233 1.358 8.157 0.005 0.007 -0.01
Si 14.965 4.091 8.159 0.012 0.015 -0.003
Si 12.241 6.806 8.162 0.001 0.003 -0.002
Si 14.956 9.511 8.178 -0.014 -0.01 0.001
Si 12.234 12.246 8.166 0.008 0.003 0.001
Si 14.956 14.941 8.171 -0.012 -0.01 0.009
Si 16.323 -0.007 9.513 -0.006 0 -0.005
Si 2.725 2.713 9.527 0.003 0.001 -0.003
Si 16.323 5.443 9.523 -0.003 0.003 0
Si 2.719 8.167 9.52 -0.007 0.002 -0.004
Si 16.323 10.878 9.524 -0.004 0 -0.002
Si 2.729 13.594 9.509 0 -0.001 -0.007
Si 5.448 0.001 9.529 0.003 0.003 0.002
Si 8.154 2.715 9.53 -0.007 0.004 -0.003
Si 5.438 5.44 9.528 0.002 0.003 -0.003
Si 8.159 8.165 9.506 -0.004 -0.002 -0.006
Si 5.435 10.88 9.497 -0.002 -0.008 -0.007
Si 8.153 13.605 9.518 0.012 -0.003 0.001
Si 10.875 0 9.52 0 -0.005 -0.002
Si 13.597 2.725 9.508 0.001 -0.003 -0.002
Si 10.872 5.438 9.508 0.002 -0.001 -0.003
Si 13.599 8.155 9.535 0.008 -0.003 0.008
Si 10.876 10.887 9.523 0.005 0.007 -0.004
Si 13.596 13.593 9.533 -0.004 -0.001 0.004
Si 17.685 14.952 10.871 -0.001 -0.003 -0.002
Si 4.084 1.356 10.887 0 -0.003 0.001
Si 17.682 4.078 10.876 -0.007 0.001 -0.005
Si 4.074 6.803 10.878 -0.001 0.002 0
Si 17.68 9.519 10.888 0.002 -0.003 0
Si 4.084 12.234 10.874 0 -0.003 -0.001
Si 6.802 14.961 10.89 0 0.004 0.001
Si 9.52 1.357 10.888 0.007 0.005 0.001
Si 6.796 4.078 10.886 0.001 -0.003 0.003
Si 9.516 6.803 10.869 0.002 0 -0.002
Si 6.793 9.522 10.861 0.005 0.005 -0.002
Si 9.517 12.251 10.876 -0.004 -0.003 0.002
Si 12.237 14.963 10.88 0.008 -0.002 0.001
Si 14.96 1.362 10.864 -0.003 0.003 -0.002
Si 12.235 4.081 10.872 0 0.003 -0.001
Si 14.965 6.798 10.89 0 -0.003 0.003
Si 12.238 9.525 10.881 -0.001 -0.001 0.002
Si 14.963 12.236 10.887 -0.006 0.002 0.002
Si 19.043 -0.012 12.235 -0.003 0.001 0
Si 5.437 2.721 12.25 -0.002 0.007 0.001
Si 19.038 5.438 12.237 0.001 0.001 0.003
Si 5.438 8.164 12.229 0.005 0 -0.002
Si 19.042 10.882 12.244 -0.001 -0.002 0.003
Si 5.44 13.594 12.241 -0.001 -0.001 0.001
Si 8.16 0.001 12.252 -0.001 -0.008 0.005
Si 10.884 2.72 12.242 0.004 -0.002 0.006
Si 8.162 5.439 12.235 -0.006 -0.003 -0.001
Si 10.874 8.164 12.231 0.002 0.004 0.002
Si 8.149 10.888 12.218 0.008 0.002 -0.004
Si 10.876 13.609 12.241 -0.001 0.004 0.003
Si 13.602 0.007 12.229 -0.003 0 -0.002
Si 16.32 2.715 12.227 0.003 0.001 0.001
Si 13.597 5.437 12.237 0.002 -0.001 0.005
Si 16.326 8.155 12.252 -0.006 0.001 0.007
Si 13.603 10.878 12.245 0.005 -0.005 0.004
Si 16.324 13.602 12.241 -0.005 -0.003 0.001
Si 17.68 1.351 13.583 -0.001 -0.004 0.001
Si 4.069 4.08 13.604 -0.007 0.003 0.006
Si 17.689 6.79 13.61 0.001 -0.006 0.002
Si 4.087 9.522 13.6 0.001 -0.003 0.007
Si 17.679 12.241 13.606 -0.003 0.012 0.007
Si 4.077 14.948 13.602 0.007 -0.008 0.004
Si 6.797 1.364 13.61 -0.01 0.006 0.003
Si 9.522 4.082 13.6 0.01 0 0.004
Si 6.791 6.795 13.584 0.003 0.005 0.008
Si 9.508 9.536 13.572 -0.016 0.007 -0.005
Si 6.805 12.238 13.599 0.007 -0.012 -0.002
Si 9.52 14.962 13.613 0.004 -0.003 0.008
Si 12.247 1.358 13.6 0.012 -0.001 -0.002
Si 14.962 4.072 13.588 -0.005 -0.004 0
Si 12.237 6.808 13.59 -0.005 0.003 0.001
Si 14.962 9.516 13.607 0.006 -0.008 0.001
Si 12.243 12.251 13.593 0.001 0.001 0.005
Si 14.968 14.979 13.59 -0.007 0.007 -0.001
Si 16.33 0.009 14.963 0.002 0.003 0.001
Si 19.028 2.704 14.949 -0.005 -0.002 -0.007
Si 16.319 5.422 14.956 0.003 -0.006 0.004
Si 19.065 8.146 14.962 0.002 0.001 0
Si 16.323 10.876 14.966 -0.012 -0.008 -0.006
Si 19.032 13.601 14.975 -0.003 -0.005 0.001
Si 5.437 -0.01 14.958 -0.007 -0.004 -0.004
Si 8.157 2.73 14.968 -0.004 -0.006 -0.001
Si 5.432 5.441 14.957 0.005 0.001 0.005
Si 8.144 8.176 14.919 0.008 0.002 -0.007
Si 5.444 10.886 14.962 0.001 0.005 -0.003
Si 8.164 13.59 14.969 -0.004 0.005 -0.003
Si 10.881 0.01 14.967 -0.001 0 -0.002
Si 13.622 2.707 14.956 0.002 0.003 0.003
Si 10.886 5.447 14.952 -0.001 0 -0.002
Si 13.594 8.16 14.962 0 0.005 -0.006
Si 10.865 10.894 14.934 -0.003 -0.005 0.002
Si 13.602 13.628 14.941 0.009 -0.003 0
O 18.487 10.299 33.094 0.114 0.086 -0.383
O 17.809 0.697 28.108 0.237 0.489 -0.235
O 14.657 10.035 30.263 -0.05 0.279 0.18
O 20.914 1.854 25.921 -0.251 -0.064 0.443
O 9.843 2.125 30.128 0.091 -0.168 -0.315
O 20.191 8.497 32.34 -0.03 -0.232 -0.431
O 7.381 14.352 25.492 -0.131 -0.481 -0.208
O 7.387 12.971 27.702 0.374 -0.442 0.009
O 19.779 15.075 32.432 0.418 0.413 -0.35
O 12.372 4.762 23.098 -0.298 0.185 0.402
O 18.609 4.919 33.299 0.045 -0.001 -0.359
O 21.359 4.244 30.028 -0.06 0.58 -0.027
O 11.039 8.215 22.12 0.078 0.046 0.193
O 13.968 8.247 25.972 -0.231 -0.042 -0.467
O 18.682 15.619 30.146 0.251 0.123 0.029
O 11.658 15.741 26.439 0.304 -0.197 0.31
O 10.507 7.51 33.267 -0.18 0.111 -0.411
O 7.241 7.874 27.524 -0.403 0.231 0.444
O 19.035 5.372 22.287 -0.064 0.096 0.31
O 8.123 10.885 22.243 0.132 -0.063 0.54
O 16.084 7.695 30.217 0.154 0.089 -0.254
O 21.765 6.377 32.64 -0.372 -0.358 -0.143
O 14.639 8.443 32.292 0.244 -0.288 -0.054
O 11.635 1.173 31.868 -0.221 -0.189 -0.332
O 14.737 11.715 23.073 0.215 -0.253 0.493
O 18.839 3.381 30.258 -0.149 0.015 0.053
O 23.839 4.895 33.264 -0.16 -0.081 -0.429
O 7.7 15.728 33.27 -0.114 0.083 -0.462
O 20.293 9.153 24.032 -0.01 0.098 -0.019
O 16.371 13.525 22.181 -0.028 -0.082 0.301
O 15.89 13.767 30.124 0.163 -0.162 -0.155
O 16.702 5.041 30.145 -0.468 -0.277 0.077
O 14.197 6.738 22.875 -0.134 0.42 0.147
O 11.251 12.058 32.375 0.013 -0.229 -0.299
O 19.353 -0.152 25.258 -0.04 0.007 0.663
O 15.649 0.04 29.538 0.027 0.056 0.576
O 9.582 6.576 23.388 0.022 -0.208 0.088
O 13.503 7.763 29.945 -0.487 0.154 0.034
O 14.857 4.29 23.226 0.003 0.053 -0.37
O 12.44 5.994 32.387 0.138 0.352 -0.151
O 12.885 9.859 22.901 0.151 -0.305 0.392
O 8.149 5.487 25.271 -0.22 0.062 0.58
O 15.441 1.711 23.02 0.387 -0.108 0.274
O 6.229 3.731 25.24 -0.218 0.124 -0.221
O 9.207 6.129 28.193 -0.026 -0.114 0.223
O 18.557 6.021 25.937 0.276 -0.167 -0.371
O 15.865 10.102 26.413 0.482 -0.287 -0.45
O 5.896 7.596 25.147 -0.118 -0.671 0.061
O 7.385 4.452 22.98 0.096 0.492 0.158
O 9.307 14.739 27.276 -0.082 0.436 0.531
O 14.246 6.321 27.782 0.405 -0.099 0.323
O 15.915 2.257 33.049 0.011 -0.005 -0.449
O 18.108 9.961 22.708 0.038 0.656 -0.026
O 13.293 1.307 25.535 0.283 -0.412 -0.444
O 7.999 7.53 30.017 0.238 -0.292 0.088
O 19.21 13.579 24.893 0.019 0.09 0.173
O 11.301 13.73 30.389 -0.153 0.404 0.063
O 15.333 1.283 27.292 -0.07 -0.435 -0.048
O 6.498 9.887 26.06 0.366 0.319 -0.274
O 18.652 10.924 24.981 -0.469 0.032 0.384
O 8.954 1.213 22.795 -0.517 -0.128 -0.06
O 9.787 12.772 23.033 -0.404 0.32 0.232
O 9.639 14.171 32.394 -0.043 0.181 -0.13
O 17.296 3.572 23.267 0.246 0.004 0.455
O 8.739 2.993 24.755 0.155 0.114 0.517
O 15.607 11.626 28.5 0.115 0.252 0.124
O 16.768 6.498 32.375 -0.528 0.362 -0.003
O 18.032 10.695 27.903 0.063 0.197 0.151
O 20.354 4.295 26.615 -0.039 0.328 -0.038
O 9.151 12.21 30.793 0.161 0.038 -0.269
O 5.6 2.753 22.122 0.099 0.042 0.214
O 15.47 2.92 25.319 0.25 -0.006 0.276
O 22.372 3.168 27.82 0.222 -0.307 -0.024
O 19.845 6.324 28.213 0.612 0.14 -0.037
O 17.889 0.672 32.278 0.283 0.168 -0.558
O 13.564 0.002 22.268 0.176 -0.108 0.331
O 18.145 15.247 23.091 0.15 0.5 0.155
O 14.127 3.984 32.152 0.375 -0.163 -0.245
O 20.184 11.92 23.137 -0.167 -0.209 0.141
O 13.052 10.332 33.205 -0.026 -0.006 -0.49
O 23.446 11.475 32.423 0.386 -0.466 0.042
O 16.221 8.225 22.073 0.011 -0.038 0.532
O 7.677 3.7 29.898 0.179 0.193 -0.026
O 7.705 10.171 30.15 0.174 0.032 -0.63
O 6.716 15.518 27.757 0.117 0.519 -0.077
O 20.327 -0.261 28.127 0.075 0.337 -0.274
O 8.12 0.457 25.069 -0.083 -0.042 0.529
O 20.967 1.742 30.351 -0.332 -0.29 -0.512
O 13.554 3.236 27.244 0.193 0.418 0.058
O 8.497 8.088 25.282 0.151 0.324 -0.092
O 21.389 13.094 33.131 0.029 0.016 -0.506
O 11.187 4.392 27.763 -0.181 -0.178 0.118
O 21.02 11.798 25.665 0.269 0.44 0.101
O 18.2 14.454 27.836 0.28 -0.444 0.093
O 21.155 7.229 30.266 0.475 -0.2 -0.541
O 15.554 14.561 27.638 -0.235 0.243 -0.404
O 22.742 8.636 31.83 -0.102 0.564 0.43
O 19.429 8.819 29.186 -0.001 0.406 0.474
O 17.892 8.271 24.654 -0.369 -0.212 -0.218
O 21.028 6.931 22.934 0.488 -0.321 0.225
O 18.062 4.378 27.966 -0.411 -0.113 -0.281
O 13.742 5.72 25.231 -0.288 -0.412 0.193
O 8.768 2.916 32.239 0.301 -0.089 -0.021
O 8.933 9.041 32.09 0.304 0.508 -0.345
O 13.171 5.206 29.959 0.143 -0.357 -0.18
O 11.742 6.823 28.292 -0.242 0.727 0.23
O 18.581 6.746 30.496 0.344 -0.302 0.233
O 21.906 -0.216 24.654 -0.113 -0.336 0.048
O 20.234 9.551 26.838 0.052 -0.213 -0.196
O 17.914 8.205 27.217 -0.094 0.042 0.325
O 12.283 2.446 29.433 0.478 -0.169 -0.038
O 13.529 14.694 29.318 -0.243 0.55 0.057
O 13.096 15.702 33.067 -0.122 -0.219 -0.16
O 13.621 10.089 27.804 -0.44 -0.385 0.065
O 6.365 9.039 23.019 -0.032 0.19 0.257
O 10.494 6.366 25.953 0.698 0.11 -0.167
O 21.982 0.805 32.505 -0.685 0.357 0.001
O 11.62 14.712 23.088 -0.025 0.406 0.393
O 7.396 15.213 23.01 0.299 0.084 0.072
O 20.435 3.342 32.351 0.438 -0.02 -0.071
O 11.637 13.546 27.813 -0.182 -0.189 -0.249
O 10.698 1.168 24.719 0.251 0.062 -0.411
O 17.062 14.963 25.496 -0.618 0.267 -0.068
O 10.85 2.829 22.117 -0.124 0.045 0.259
O 14.767 13.775 32.433 -0.149 -0.421 -0.31
O 16.892 12.585 26.493 0.195 -0.124 -0.588
O 21.98 15.704 30.164 0.177 -0.289 0.209
O 16.085 6.745 25.914 0.106 -0.318 -0.159
O 22.906 12.509 30.14 -0.283 0.302 0.364
O 16.7 12.012 32.127 -0.19 -0.162 -0.419
O 12.261 12.283 23.667 0.178 -0.096 0.089
O 6.673 5.648 28.587 -0.234 0.139 -0.46
O 13.602 10.743 25.258 -0.319 0.119 0.404
O 7.358 1.28 30.618 0.151 -0.394 -0.136
O 13.161 12.095 29.452 0.024 -0.218 0.397
O 21.804 11.175 28.112 -0.095 -0.318 0.62
O 20.224 1.296 23.33 -0.596 0.214 0.314
O 5.482 13.646 22.132 -0.082 0.14 0.34
O 11.559 3.742 31.506 -0.513 0.063 0.19
O 17.289 14.513 32.171 -0.018 -0.076 0.397
O 10.684 13.6 25.334 -0.155 -0.244 0.12
O 16.505 2.615 29.265 -0.307 0.129 0.183
O 11.278 1.911 27.114 -0.386 0.104 0.344
O 21.309 13.721 28.538 -0.617 -0.185 0.255

Results
total energy: -101657.792 eV
total energy less fixed offsets of O -438.35, Si -107.03 eV per atom: -4.592 eV
